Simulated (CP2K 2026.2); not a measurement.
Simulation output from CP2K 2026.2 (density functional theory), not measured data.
Periodic cell of 504 atoms, Si360O144, from a study of silicon, its oxide and their interface. The atomic structure is a simulated model.
Doubt: the forces sum to 2.38 eV/angstrom along one axis rather than to zero, so they err by at least 0.0047 eV/angstrom per atom on average; the grid cutoff is modest.

Settings
functional: PBE
method: Gaussian and plane waves
basis set: DZVP-MOLOPT-SR-GTH
pseudopotentials: GTH-PBE
grid cutoff: 350 Ry, relative cutoff 50 Ry
k points: Gamma only
occupations: fixed
spin: none
net charge: 0

Cell vectors (angstrom)
a 16.32 0 0
b 0 16.32 0
c 6.3502 3.4568 33.779

Atoms and the computed forces on them: element, x, y, z (angstrom), force x, y, z (eV/angstrom)
Si 1.466 14.634 0.019 0.001 0.422 0.682
Si 10.812 4.856 33.706 -0.309 0.028 0.653
Si 1.09 4.3 0.504 -0.047 -0.086 0.71
Si 3.629 6.647 0.106 0.266 0.019 0.484
Si 1.593 9.039 0.031 0.038 0.173 0.719
Si 3.817 12.52 0.056 0.053 -0.171 0.737
Si 12.785 18.719 33.672 0.181 -0.055 0.731
Si 9.363 1.641 0.214 -0.034 -0.203 0.705
Si 7.227 3.893 0.009 -0.188 0.148 0.718
Si 9.496 7.075 0.068 0.078 -0.174 0.732
Si 13.43 12.542 33.699 -0.139 0.089 0.729
Si 16.005 15.413 33.635 -0.097 0.224 0.704
Si 12.574 14.677 0.031 -0.219 0.103 0.726
Si 14.689 1.66 0.037 0.13 -0.205 0.705
Si 12.35 3.723 0.216 0.043 0.236 0.702
Si 15.313 6.501 0.221 -0.269 0.064 0.759
Si 18.377 13.338 33.684 0.122 -0.134 0.728
Si 14.83 12.547 0.15 -0.011 -0.131 0.766
Si 2.695 0.12 1.072 0.028 -0.005 -0.04
Si 5.6 2.8 1.393 0 0.007 -0.02
Si 2.601 5.466 1.789 0.002 0.029 0.013
Si 5.409 7.934 1.158 -0.022 0.007 -0.052
Si 2.74 10.766 1.226 -0.023 -0.004 -0.034
Si 5.369 13.708 1.327 -0.005 0.019 -0.037
Si 8.09 16.31 1.274 -0.006 0 -0.043
Si 10.882 2.664 1.638 -0.007 -0.011 -0.028
Si 8.329 5.455 1.344 0.021 0.022 -0.037
Si 10.959 8.313 1.354 0.008 0.024 -0.063
Si 8.117 10.803 1.228 -0.006 -0.028 -0.035
Si 10.857 13.538 1.208 -0.017 0.015 -0.037
Si 13.656 16.293 1.344 0.002 0.007 -0.04
Si 16.161 2.7 1.538 -0.032 -0.041 -0.036
Si 13.567 5.405 1.365 0.005 -0.018 -0.079
Si 16.38 8.094 1.53 0.016 -0.002 -0.073
Si 13.591 10.939 1.319 -0.002 -0.009 -0.071
Si 16.348 13.616 1.539 0.002 0 -0.039
Si 1.371 1.334 2.657 0.034 -0.024 0.001
Si 4.149 4.052 2.792 0.001 -0.023 0.016
Si 1.303 6.855 3.057 -0.045 0.001 0.041
Si 4.145 9.437 2.585 0.011 -0.027 0.002
Si 1.393 12.115 2.7 0.026 0.014 0.011
Si 3.996 15.081 2.632 -0.035 0.027 0.033
Si 6.85 1.363 2.759 -0.007 0.021 0.022
Si 9.571 4.141 2.844 -0.027 -0.002 0.028
Si 6.812 6.728 2.646 0.003 0.005 0.015
Si 9.509 9.576 2.709 0.005 0.021 0.035
Si 6.783 12.25 2.574 -0.004 -0.004 -0.021
Si 9.502 14.925 2.583 0.018 0.011 0.016
Si 12.274 1.237 2.815 0.022 -0.024 0.012
Si 14.849 4.093 2.863 0.002 0.033 0.034
Si 12.26 6.849 2.685 -0.036 0 0.007
Si 14.939 9.54 2.686 0.008 0.014 0.02
Si 12.206 12.26 2.695 0.001 0.005 0.033
Si 15 15.025 2.804 -0.013 -0.003 0.03
Si 16.381 16.346 4.124 -0.008 0.022 0.008
Si 2.732 2.676 4.068 -0.03 0.009 0.003
Si 16.24 5.413 4.241 -0.004 0.006 -0.004
Si 2.795 8.236 4.154 0.016 0.013 -0.016
Si 16.312 10.856 4.084 0.004 -0.005 0.002
Si 2.722 13.598 4.001 -0.007 0.023 -0.034
Si 5.405 16.347 4.058 -0.018 -0.007 -0.024
Si 8.189 2.73 4.129 0.01 -0.018 -0.01
Si 5.494 5.432 4.113 0.02 0.003 -0.012
Si 8.144 8.153 4.014 0.025 -0.014 -0.013
Si 5.452 10.861 3.964 -0.003 -0.01 -0.011
Si 8.153 13.579 3.979 0.005 -0.004 -0.012
Si 10.843 16.223 4.071 -0.012 -0.015 0.016
Si 13.553 2.679 4.182 0.004 0.01 -0.027
Si 10.924 5.519 4.127 0.009 -0.002 0.004
Si 13.608 8.176 4.074 0.005 0.001 -0.005
Si 10.864 10.915 4.086 0.008 -0.018 -0.014
Si 13.585 13.614 4.067 -0.012 0.005 -0.011
Si 17.694 14.985 16.332 0.013 -0.001 -0.003
Si 4.074 17.695 16.248 -0.002 0.004 -0.012
Si 17.642 4.124 16.351 0.011 -0.017 0
Si 4.048 6.787 16.334 -0.009 -0.013 -0.005
Si 17.676 9.512 16.303 -0.002 0.005 -0.003
Si 4.074 12.252 16.33 0.003 0.012 -0.023
Si 6.776 14.952 16.291 0 0.013 -0.005
Si 9.513 17.666 16.307 0.003 -0.004 -0.022
Si 6.777 4.081 16.301 -0.001 -0.003 -0.011
Si 9.536 6.835 16.311 0.008 -0.004 -0.009
Si 6.806 9.547 16.334 -0.009 0.016 0.001
Si 9.558 12.194 16.313 0 -0.011 -0.011
Si 12.262 14.941 16.298 -0.007 -0.007 -0.016
Si 14.991 17.682 16.345 0.003 0.01 -0.005
Si 12.257 4.077 16.315 -0.007 -0.003 -0.008
Si 14.944 6.767 16.355 0.006 -0.007 -0.009
Si 12.234 9.5 16.386 -0.01 -0.01 0.003
Si 14.937 12.236 16.285 -0.019 0 -0.018
Si 19.115 16.345 17.657 0.007 -0.019 0.026
Si 5.389 2.718 17.637 0.013 0.002 -0.004
Si 19.005 5.456 17.748 -0.011 0.022 0.007
Si 5.407 8.181 17.642 0.004 -0.005 0.011
Si 18.991 10.912 17.66 0 -0.009 0.009
Si 5.44 13.61 17.693 -0.025 -0.015 0.007
Si 8.11 16.321 17.639 -0.004 -0.002 0.013
Si 10.915 2.687 17.638 -0.002 0.013 0.011
Si 8.138 5.484 17.602 -0.015 0 -0.011
Si 10.874 8.128 17.775 0.009 -0.01 -0.001
Si 8.197 10.88 17.714 0.014 0.006 -0.003
Si 10.953 13.533 17.645 0.037 0 0.009
Si 13.649 16.262 17.663 0.009 -0.024 -0.016
Si 16.276 2.789 17.731 -0.02 0.003 0.018
Si 13.578 5.412 17.744 -0.003 -0.015 0.007
Si 16.354 8.116 17.662 -0.004 0 -0.017
Si 13.628 10.884 17.699 0.002 0.014 0.016
Si 16.253 13.634 17.622 0.01 0.016 -0.028
Si 17.757 17.757 18.939 0.011 0.028 -0.024
Si 4.076 4.071 19.051 0.01 -0.001 -0.009
Si 17.632 6.806 19.146 0.01 -0.027 0.012
Si 4.019 9.529 18.985 -0.01 -0.016 -0.04
Si 17.592 12.314 18.96 -0.009 -0.014 -0.024
Si 4.132 14.994 19.091 -0.015 0.037 -0.043
Si 6.689 17.655 19.001 -0.015 -0.01 -0.031
Si 9.497 4.083 18.878 -0.012 0.004 -0.048
Si 6.795 6.848 18.983 0.001 0.006 -0.036
Si 9.516 9.515 19.13 0.003 -0.016 -0.011
Si 6.842 12.277 19.041 0.002 0.011 -0.009
Si 9.511 14.891 18.865 -0.004 -0.013 -0.046
Si 12.323 17.638 18.977 -0.003 0.024 -0.024
Si 14.87 4.078 19.204 0.019 -0.017 0.003
Si 12.224 6.729 19.154 -0.021 0.006 -0.034
Si 15.031 9.492 18.983 -0.002 0.008 -0.017
Si 12.331 12.251 19.119 0.024 0.02 -0.02
Si 14.955 14.911 19.109 -0.047 0.001 0.01
Si 16.386 16.399 20.215 0.019 0.016 0.04
Si 19.07 2.713 20.436 -0.008 -0.016 0.053
Si 16.263 5.474 20.569 -0.001 0.004 0.072
Si 19.005 8.212 20.46 0.01 0.014 0.045
Si 16.347 10.886 20.342 -0.015 -0.008 0.043
Si 18.891 13.713 20.308 0.002 0.029 0.034
Si 5.512 16.297 20.562 0.009 -0.025 0.057
Si 8.082 2.767 20.176 -0.002 0.016 0.039
Si 5.443 5.478 20.327 0.009 0.007 0.056
Si 8.101 8.16 20.463 0 -0.007 0.061
Si 5.428 10.891 20.276 0.013 0 0.058
Si 8.221 13.659 20.381 -0.018 -0.012 0.081
Si 10.895 16.23 20.138 0.005 -0.013 0.016
Si 13.523 2.59 20.568 0.04 0.015 0.031
Si 10.789 5.274 20.414 0.033 0.039 0.035
Si 13.682 8.173 20.362 -0.02 -0.016 0.058
Si 10.926 10.884 20.439 0.013 0 0.046
Si 13.688 13.566 20.645 -0.021 -0.008 0.06
Si 17.812 15.324 21.699 -0.073 -0.219 -0.721
Si 20.161 17.42 21.798 0.179 0.177 -0.756
Si 17.482 3.85 21.76 0.184 0.206 -0.753
Si 4.266 7.002 21.667 -0.127 -0.145 -0.749
Si 18.028 9.965 21.715 -0.232 -0.328 -0.732
Si 20.198 12.195 21.415 0.116 0.026 -0.671
Si 7.377 15.357 21.801 -0.295 -0.051 -0.729
Si 9.459 17.614 21.292 -0.045 -0.009 -0.54
Si 7.002 4.292 21.597 -0.11 -0.076 -0.753
Si 9.21 6.461 21.68 0.098 0.177 -0.762
Si 6.408 9.29 21.694 0.197 0.056 -0.766
Si 9.773 12.498 21.683 -0.078 -0.181 -0.727
Si 11.923 14.793 21.664 0.293 0.045 -0.701
Si 15.334 17.831 21.706 -0.337 -0.132 -0.721
Si 11.613 3.447 21.722 0.209 0.12 -0.778
Si 14.835 6.838 21.92 0.301 0.089 -0.673
Si 12.514 9.679 21.683 -0.192 -0.005 -0.711
Si 14.84 11.797 21.903 0.088 0.358 -0.682
Si 5.214 2.961 23.882 -0.029 -0.014 -0.205
Si 13.252 4.885 23.634 0.074 0.104 -0.072
Si 16.338 7.22 27.468 -0.024 0.049 -0.019
Si 21.651 18.006 28.434 -0.093 0.078 0.119
Si 16.956 19.504 31.996 0.129 0 0.103
Si 15.408 12.435 29.168 -0.075 -0.09 0.08
Si 6.638 14.889 24.775 0.106 0.086 -0.117
Si 6.254 9.243 29.125 0.069 -0.075 0.015
Si 19.861 12.861 30.9 -0.048 0.035 0.188
Si 6.108 4.98 30.973 -0.1 -0.105 0.183
Si 6.259 14.217 31.749 -0.017 -0.09 0.174
Si 7.005 17.81 25.935 -0.08 0.058 -0.002
Si 14.944 3.234 25.189 0.058 -0.049 -0.035
Si 12.565 7.031 25.645 -0.069 -0.026 -0.039
Si 17.703 8.94 31.841 -0.071 0.07 0.174
Si 17.875 3.162 29.174 0.021 -0.09 -0.11
Si 20.589 10.107 31.234 0.062 0.011 0.005
Si 16.61 17.416 26.19 -0.12 0.046 0.009
Si 11.925 6.91 28.594 -0.048 0.106 0.032
Si 20.527 4.551 28.657 -0.004 -0.011 -0.069
Si 12.656 11.956 28.282 0.083 -0.05 0.066
Si 11.108 15.687 30.894 0.032 0.027 0.033
Si 9.33 10.999 24.378 0.095 0.085 -0.118
Si 12.898 15.094 24.427 0.004 0.163 -0.023
Si 11.1 13.055 25.823 -0.062 -0.029 -0.096
Si 16.523 10.749 24.187 0.111 0.06 -0.25
Si 15.835 9.376 29.601 -0.104 0.013 -0.071
Si 18.807 11.832 26.014 0.007 -0.122 -0.027
Si 8.483 13.679 26.929 0.032 -0.033 0.091
Si 6.492 10.576 24.555 -0.039 -0.085 -0.119
Si 7.001 18.433 30.864 -0.069 0.019 0.107
Si 9.688 7.373 32.335 0.128 0.062 0.218
Si 9.818 18.126 29.745 0.049 0.133 0.002
Si 4.581 13.069 24.206 -0.012 -0.06 -0.075
Si 12.648 17.654 26.279 0.019 -0.008 0.059
Si 18.112 13.782 28.455 0.062 -0.062 -0.051
Si 19.233 6.592 26.647 -0.047 -0.016 0.033
Si 11.106 9.63 29.112 0.021 0.044 -0.006
Si 13.088 8.438 30.832 0.044 -0.033 0.079
Si 15.201 8.138 24.74 0.158 -0.068 -0.139
Si 8.49 11.439 28.943 0.027 -0.011 -0.052
Si 8.086 6.871 29.919 0.056 0.012 0.061
Si 9.783 18.641 26.843 0.047 0.021 0.093
Si 9.872 4.619 28.741 -0.102 -0.065 0.049
Si 14.717 17.409 31.686 -0.037 -0.026 -0.042
Si 18.792 16.885 27.994 0.038 -0.005 0.068
Si 15.599 4.376 27.813 -0.001 -0.017 0.132
Si 19.312 5.165 23.93 0.026 0.012 -0.165
Si 14.519 18.027 28.55 0.039 0.014 0.038
Si 20.791 9.324 26.48 -0.032 0.104 -0.002
Si 13.096 13.488 30.753 0.098 -0.032 0.018
Si 8.49 14.272 29.783 -0.019 -0.098 0.038
Si 10.667 8.252 23.789 0.117 0.034 -0.09
Si 15.713 15.667 23.879 0.109 0.119 -0.232
Si 1.377 14.92 5.434 0.01 -0.005 0.003
Si 4.071 1.346 5.464 0.012 0.012 0.004
Si 1.374 4.042 5.464 0.017 -0.018 0.003
Si 4.127 6.81 5.458 -0.014 -0.01 0.006
Si 1.376 9.555 5.475 -0.008 -0.012 0.014
Si 4.103 12.241 5.355 -0.018 -0.014 -0.007
Si 6.79 14.946 5.364 0.02 -0.002 -0.003
Si 9.537 1.329 5.438 0.011 0.021 0.009
Si 6.819 4.07 5.485 0 -0.003 0.004
Si 9.505 6.838 5.44 -0.013 0.008 0.004
Si 6.799 9.526 5.379 0.006 0.012 0.006
Si 9.496 12.265 5.42 0.007 0.014 0.007
Si 12.22 14.924 5.457 -0.001 0.009 0.011
Si 14.993 1.364 5.484 0.014 -0.017 0.017
Si 12.215 4.09 5.492 0.004 -0.001 0.006
Si 14.909 6.829 5.518 -0.002 -0.01 0.014
Si 12.228 9.531 5.425 0.002 0.005 0.004
Si 14.954 12.243 5.419 -0.012 0.003 0.005
Si 2.726 16.285 6.806 -0.003 -0.008 0
Si 5.432 2.716 6.817 -0.007 0.008 0.007
Si 2.738 5.439 6.792 -0.005 -0.003 0.006
Si 5.469 8.181 6.8 -0.002 0.005 -0.008
Si 2.738 10.932 6.789 -0.013 0.013 -0.004
Si 5.454 13.583 6.75 -0.003 -0.005 -0.003
Si 8.143 16.299 6.768 0.008 0.004 -0.009
Si 10.863 2.705 6.822 -0.009 -0.002 0.005
Si 8.177 5.451 6.816 0 -0.014 -0.003
Si 10.87 8.183 6.802 -0.009 -0.006 0.005
Si 8.148 10.881 6.766 0.01 -0.007 0.007
Si 10.861 13.585 6.817 0 -0.002 -0.001
Si 13.598 16.306 6.796 -0.007 0.001 0.003
Si 16.34 2.71 6.849 -0.001 0.008 -0.001
Si 13.571 5.444 6.856 0.001 0.003 0.001
Si 16.333 8.174 6.821 0.011 -0.004 0.003
Si 13.6 10.88 6.787 -0.005 -0.001 0.001
Si 16.313 13.592 6.795 0 0.009 0.008
Si 17.693 1.33 8.178 -0.006 0 0.003
Si 4.083 4.085 8.171 0.002 -0.007 -0.003
Si 17.691 6.797 8.158 -0.004 -0.008 0.007
Si 4.085 9.539 8.142 0 0 -0.006
Si 17.686 12.256 8.163 0.007 0.004 0.005
Si 4.102 14.934 8.144 -0.013 0.002 0.002
Si 6.801 1.345 8.152 -0.007 -0.003 -0.002
Si 9.512 4.073 8.179 -0.003 -0.003 0.005
Si 6.813 6.814 8.168 0.009 0.003 -0.001
Si 9.51 9.538 8.152 0.005 0.002 -0.001
Si 6.796 12.235 8.138 0.008 0 -0.012
Si 9.506 14.962 8.156 0.005 -0.002 -0.007
Si 12.247 1.354 8.163 0.017 0.023 -0.006
Si 14.965 4.085 8.181 0.014 0.017 0.005
Si 12.208 6.811 8.184 -0.011 -0.019 -0.006
Si 14.963 9.532 8.165 -0.002 0.004 -0.007
Si 12.236 12.227 8.16 -0.014 0.001 0.009
Si 14.953 14.949 8.159 -0.002 -0.006 -0.003
Si 16.313 16.306 9.525 -0.005 -0.003 0
Si 2.725 2.714 9.522 0.004 0.006 0.004
Si 16.326 5.448 9.525 0.005 -0.007 0.002
Si 2.728 8.172 9.509 -0.01 0 -0.003
Si 16.327 10.889 9.522 0.01 0.005 0
Si 2.73 13.604 9.523 -0.009 0.01 0.002
Si 5.444 16.306 9.511 0.01 -0.004 -0.004
Si 8.149 2.711 9.528 0.002 0.009 -0.003
Si 5.445 5.451 9.523 -0.011 0.001 -0.002
Si 8.169 8.169 9.526 0.009 0 -0.003
Si 5.442 10.883 9.514 0 0.009 -0.007
Si 8.151 13.595 9.508 0.002 -0.009 0.002
Si 10.878 16.316 9.518 -0.008 0.014 -0.007
Si 13.599 2.719 9.527 -0.001 -0.013 -0.002
Si 10.867 5.435 9.54 -0.006 0 0.005
Si 13.597 8.165 9.519 0 -0.008 -0.002
Si 10.875 10.877 9.521 -0.001 -0.008 -0.003
Si 13.595 13.59 9.521 0.002 0.002 -0.005
Si 17.683 14.959 10.881 0.011 0.005 0.004
Si 4.088 1.354 10.873 -0.003 -0.009 -0.003
Si 17.681 4.08 10.875 -0.015 -0.002 -0.001
Si 4.082 6.813 10.879 0.003 0.003 0.001
Si 17.682 9.523 10.88 -0.009 -0.003 0.002
Si 4.084 12.236 10.881 -0.003 -0.008 0
Si 6.8 14.953 10.878 -0.002 0.005 -0.007
Si 9.526 1.359 10.883 0.005 0.002 -0.003
Si 6.794 4.083 10.886 -0.002 -0.003 0.004
Si 9.513 6.8 10.892 -0.002 -0.006 0
Si 6.801 9.525 10.879 0.004 -0.006 -0.002
Si 9.513 12.241 10.87 0.001 0.011 -0.004
Si 12.237 14.952 10.882 0.006 -0.008 0.004
Si 14.955 1.354 10.879 0.005 0.014 -0.002
Si 12.241 4.08 10.89 0.001 0.005 0.002
Si 14.958 6.803 10.88 0.011 -0.007 0.002
Si 12.236 9.516 10.88 -0.014 0.007 -0.003
Si 14.963 12.239 10.886 -0.002 -0.001 0.003
Si 2.719 16.328 12.233 -0.009 0.009 -0.001
Si 5.432 2.72 12.241 -0.007 0 0.003
Si 2.711 5.451 12.23 0 -0.01 0.001
Si 5.445 8.166 12.244 -0.002 0.009 0.005
Si 2.725 10.878 12.246 0.003 0.003 -0.001
Si 5.442 13.597 12.24 0.002 0.009 0.006
Si 8.167 16.311 12.235 0.004 -0.001 0.002
Si 10.881 2.72 12.251 -0.002 0.002 -0.002
Si 8.151 5.444 12.254 0.004 0.004 0.006
Si 10.885 8.152 12.242 0 -0.015 -0.001
Si 8.161 10.884 12.237 0.01 0.006 -0.006
Si 10.874 13.587 12.237 -0.023 -0.016 0.001
Si 13.599 16.316 12.243 0.002 0.01 0.003
Si 16.314 2.723 12.227 0.003 -0.008 0
Si 13.604 5.441 12.247 0.001 -0.001 0.004
Si 16.313 8.166 12.238 -0.001 0.002 0.001
Si 13.6 10.87 12.237 -0.005 -0.008 0.003
Si 16.327 13.6 12.243 0.01 0.008 0.003
Si 17.678 17.697 13.585 -0.002 0.008 -0.002
Si 4.057 4.085 13.591 -0.008 0.005 0.01
Si 17.67 6.808 13.596 -0.013 0 0
Si 4.09 9.524 13.609 0.006 -0.01 0.001
Si 17.681 12.236 13.605 0.004 -0.006 0.008
Si 4.069 14.957 13.586 -0.006 0.007 -0.001
Si 6.811 17.682 13.583 0.008 -0.008 -0.002
Si 9.523 4.09 13.607 -0.002 -0.002 0.001
Si 6.79 6.806 13.618 -0.003 -0.004 0.009
Si 9.521 9.515 13.585 -0.001 0.001 -0.003
Si 6.807 12.243 13.603 -0.002 -0.008 0.004
Si 9.519 14.944 13.601 0.009 0.006 -0.001
Si 12.24 17.674 13.609 -0.002 0.003 0.006
Si 14.961 4.071 13.601 0.019 -0.012 -0.005
Si 12.249 6.804 13.611 -0.006 0.003 0.008
Si 14.944 9.506 13.611 0 0.009 0.008
Si 12.232 12.218 13.591 0.004 0.008 -0.006
Si 14.976 14.969 13.602 -0.002 -0.008 0.009
Si 16.345 16.342 14.96 0.011 0.013 0.002
Si 18.998 2.752 14.961 -0.009 0.001 0
Si 16.305 5.45 14.955 -0.003 0.009 0.006
Si 19.042 8.158 14.953 -0.001 0.007 -0.003
Si 16.311 10.87 14.951 -0.001 -0.001 -0.008
Si 19.035 13.607 14.965 -0.001 -0.003 0.006
Si 5.441 16.32 14.919 -0.008 0.01 -0.006
Si 8.161 2.724 14.954 0.003 0.003 0.007
Si 5.408 5.437 14.957 -0.003 -0.008 -0.003
Si 8.16 8.184 14.961 0.011 -0.002 0.003
Si 5.444 10.897 14.97 -0.003 -0.006 -0.003
Si 8.174 13.581 14.976 0.012 0.003 0.003
Si 10.877 16.301 14.958 -0.002 0 0.002
Si 13.614 2.705 14.97 -0.004 -0.004 0.005
Si 10.89 5.448 14.968 0.001 0.001 -0.006
Si 13.593 8.151 15.004 0.005 -0.008 -0.007
Si 10.896 10.833 14.959 -0.001 0.007 0.003
Si 13.597 13.592 14.921 -0.001 -0.008 -0.008
O 13.078 8.014 32.384 -0.361 0.059 -0.034
O 12.168 10.422 28.167 0.27 -0.18 -0.458
O 10.561 5.988 32.502 0.046 -0.157 -0.383
O 12.109 13.742 24.787 0.179 -0.273 -0.324
O 14.643 17.426 30.061 0.227 -0.053 -0.093
O 8.209 14.612 28.222 -0.439 0.619 -0.271
O 11.78 3.62 33.17 -0.157 0.118 -0.242
O 11.901 12.818 27.182 0.204 0.213 0.276
O 15.096 4.392 26.291 -0.166 0.47 -0.242
O 6.999 3.699 30.561 0.595 0.275 -0.206
O 7.066 13.073 32.565 -0.157 -0.097 -0.176
O 9.308 7.534 30.769 0.243 0.416 -0.418
O 6.572 17.626 27.479 0.402 -0.383 0.233
O 13.564 5.945 22.458 -0.292 0.083 -0.109
O 8.089 5.371 22.185 -0.01 -0.044 0.606
O 10.843 13.653 22.132 0.16 0.003 0.261
O 11.911 8.809 22.919 0.212 -0.227 0.14
O 6.872 18.281 32.47 -0.524 0.062 -0.04
O 7.154 14.657 23.255 0.196 -0.482 0.067
O 8.98 11.3 33.291 -0.036 0.183 -0.635
O 21.741 4.698 32.407 0.048 -0.526 0.041
O 20.398 17.038 28.076 0.198 -0.263 -0.215
O 9.915 7.062 23.012 0.115 -0.279 0.326
O 18.372 18.878 32.458 0.172 0.058 -0.518
O 13.635 8.044 25.035 -0.258 0.439 -0.134
O 4.495 13.13 22.601 0.329 0.26 0.046
O 20.46 4.089 24.276 0.044 0.08 0.348
O 12.827 13.1 32.294 -0.411 0.046 -0.064
O 15.838 8.595 28.179 -0.157 0.064 -0.11
O 15.791 18.447 32.294 -0.122 -0.059 0.402
O 9.119 11.889 23.042 -0.625 -0.061 0.24
O 17.422 9.787 23.219 0.216 -0.597 0.347
O 21.531 9.257 27.906 -0.072 -0.1 0.106
O 21.226 10.678 32.608 0.164 0.356 -0.165
O 15.216 15.975 32.291 -0.053 -0.324 -0.493
O 16.543 13.44 28.636 -0.345 0.464 -0.223
O 8.37 7.018 33.186 -0.191 -0.327 -0.133
O 10.929 15.503 32.485 0.448 -0.481 0.068
O 7.281 7.984 29.061 -0.023 -0.042 -0.524
O 16.755 10.029 32.581 0.059 0.425 -0.126
O 13.614 10.758 22.261 -0.01 0.166 0.406
O 6.893 16.411 25.165 0.002 0.191 -0.141
O 19.84 6.157 33.414 -0.05 -0.091 -0.241
O 8.529 12.66 30.003 0.027 -0.011 0.285
O 14.464 9.171 30.428 0.028 0.081 0.017
O 10.488 2.303 22.096 0.011 -0.02 0.533
O 6.447 8.832 33.548 0.122 0.004 -0.571
O 17.188 14.362 33.174 0.19 -0.004 -0.19
O 14.251 12.126 28.067 0.242 0.017 -0.72
O 12.023 3.958 23.205 -0.379 0.018 0.674
O 7.067 6.261 31.012 0.031 0.158 0.322
O 19.2 4.018 29.379 0.129 0.296 0.586
O 12.895 7.149 29.866 0.426 -0.592 0.142
O 20.066 17.056 33.322 -0.046 0.004 -0.355
O 12.769 6.896 27.226 0.406 -0.242 0.068
O 16.637 4.548 32.77 0.031 0.182 -0.325
O 17.094 3.727 27.874 0.267 -0.187 -0.51
O 20.201 5.604 27.488 0.423 0.103 -0.213
O 9.728 10.44 29.199 0.036 0.034 0.312
O 18.775 5.827 25.295 -0.382 -0.139 0.09
O 15.644 5.943 28.226 -0.103 0.115 0.237
O 12.313 15.639 23.011 -0.025 0.392 0.101
O 7.339 13.9 25.831 -0.326 -0.445 0.139
O 16.297 18.681 25.224 0.491 0.06 -0.228
O 11.22 5.487 28.764 0.238 -0.174 0.251
O 10.528 11.66 25.237 0.256 -0.124 0.31
O 6.306 3.545 22.851 0.219 -0.251 0.27
O 10.985 17.25 30.458 0.485 0.133 0.237
O 8.649 5.661 28.994 -0.17 0.024 -0.491
O 7.123 10.605 29.097 -0.248 0.348 0.101
O 16.422 2.66 22.118 -0.142 0.166 0.403
O 18.175 17.889 29.122 -0.248 -0.288 0.518
O 19.248 9.327 31.644 0.077 -0.087 0.153
O 11.84 9.443 30.554 -0.051 0.156 0.561
O 9.699 3.882 27.302 0.028 0.478 -0.616
O 16.872 14.933 22.998 0.116 -0.497 0.134
O 9.919 14.882 30.168 0.024 0.089 -0.441
O 5.348 8.128 22.152 0.052 0.01 0.128
O 5.066 14.501 24.772 -0.34 0.517 0.034
O 14.61 4.005 23.813 0.23 -0.131 -0.329
O 19.725 10.549 26.402 0.005 -0.11 0.272
O 14.656 6.186 33.374 0.126 0.023 -0.514
O 8.451 16.585 22.11 -0.035 0.044 0.486
O 13.311 17.892 32.348 -0.351 -0.086 -0.408
O 19.94 6.322 22.991 0.082 0.313 0.077
O 16.935 3.477 30.429 -0.345 0.082 -0.301
O 22.08 15.397 32.721 0.185 0.261 -0.227
O 11.174 18.284 26.109 0.045 0.314 -0.557
O 14.665 13.222 30.397 0.131 0.285 0.368
O 8.567 12.151 27.485 0.016 -0.234 -0.469
O 18.317 15.352 28.128 -0.321 0.167 -0.152
O 5.653 11.935 24.566 -0.054 0.278 0.379
O 19.222 11.038 22.034 0.006 -0.145 0.4
O 10.267 8.829 32.841 0.212 -0.175 -0.143
O 9.731 17.727 28.181 -0.142 -0.475 0.024
O 15.516 7.53 23.252 0.327 0.198 -0.037
O 9.871 14.045 26.179 -0.138 0.763 -0.151
O 18.178 17.413 26.586 0.305 0.411 -0.215
O 18.901 13.57 29.838 -0.147 0.389 0.052
O 15.69 17.463 27.548 0.229 -0.415 0.051
O 15.736 11.877 23.296 0.202 0.594 0.375
O 7.286 14.861 30.681 0.022 0.6 -0.404
O 21.663 9.181 30.468 0.006 -0.557 0.311
O 12.715 16.186 25.603 -0.07 -0.026 0.121
O 19.096 12.776 32.331 -0.074 -0.472 0.008
O 19.005 16.327 22.224 0.025 -0.145 0.306
O 9.672 9.48 24.003 -0.197 -0.014 -0.19
O 15.494 9.713 24.849 -0.503 0.137 0.298
O 14.453 14.697 24.179 0.2 -0.457 -0.098
O 8.981 17.016 33.381 0.135 -0.088 -0.6
O 16.297 16.092 25.322 0.347 -0.233 0.4
O 21.272 13.627 31.022 0.169 0.077 -0.546
O 12.549 15.013 30.528 0.199 0.451 -0.215
O 4.448 18.033 23.186 -0.043 -0.382 0.515
O 17.375 11.389 25.401 -0.355 -0.013 0.463
O 13.106 17.606 27.851 -0.353 -0.115 0.404
O 18.66 12.791 27.303 0.075 0.081 -0.044
O 18.09 4.442 23.156 -0.126 -0.11 0.274
O 8.535 18.321 25.875 0.109 -0.035 -0.467
O 10.038 3.421 29.841 0.093 0.063 0.419
O 17.737 7.611 32.748 -0.622 -0.402 0.013
O 15.988 7.312 25.886 0.324 -0.228 -0.195
O 21.366 5.292 29.806 -0.231 0.353 -0.043
O 14.635 11.493 33.287 0.086 -0.144 -0.509
O 20.174 11.378 30.337 -0.197 -0.173 -0.735
O 12.257 12.516 29.757 -0.545 -0.205 0.15
O 17.944 7 27.539 0 -0.15 0.274
O 8.403 17.774 30.43 0.072 -0.457 -0.013
O 13.687 18.601 25.499 -0.014 -0.137 -0.179
O 5.633 9.485 25.365 -0.02 -0.478 -0.214
O 5.782 17.8 29.989 -0.16 -0.548 0.123
O 11.134 7.642 25.211 -0.442 0.033 0.484
O 17.059 8.687 30.397 0.217 -0.28 -0.31
O 6.817 10.035 23.07 0.145 -0.058 0.027
O 5.993 18.834 25.211 0.035 0.166 0.375
O 7.937 10.913 25.19 0.167 0.018 0.401
O 14.636 3.342 28.636 -0.181 0.399 0.231
O 20.025 7.932 26.232 0.078 0.058 -0.263
O 12.794 5.571 25.005 -0.278 -0.427 0.273
O 16.072 10.984 29.504 0.479 0.152 -0.111
O 10.876 8.152 28.486 -0.513 0.031 -0.502
O 15.106 16.957 23.078 -0.191 0.199 0.146
O 19.484 12.702 24.841 -0.462 0.334 -0.313
O 21.3 3.239 28.113 0.087 -0.033 -0.334

Results
total energy: -101655.322 eV
total energy less fixed offsets of O -438.35, Si -107.03 eV per atom: -2.122 eV
